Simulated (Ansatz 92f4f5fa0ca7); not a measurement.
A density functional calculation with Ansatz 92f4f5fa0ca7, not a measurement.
Periodic cell of 192 atoms, Si128O64, from a study of silicon, its oxide and their interface. The atomic structure is a simulated model.
This geometry differs little from another in the collection (a relaxation step or a small displacement).

Settings
functional: r2SCAN
potential files: Ansatz PAW
basis: plane waves
wave-function cutoff: 800 eV
density cutoff ratio: 5
exchange-correlation grid ratio: 1
k mesh: 1 x 1 x 1, shifted by 0.5 0.5 0 of a step
self-consistency stop: 1e-10 eV per atom in the density residual
occupations: fixed
spin: none
net charge: 0

Cell vectors (angstrom)
a, 10.887, 0, 0
b, 0, 10.887, 0
c, 0, 0, 28.4768

Atoms and the computed forces on them: element, x, y, z (angstrom), force x, y, z (eV/angstrom)
Si, 0.393, -0.3879, 0.2359, -0.0083, -0.0381, 0.1495
Si, 2.946, 2.3077, 0.0716, 0.0201, 0.0176, 0.152
Si, -0.0587, 5.7633, 0.1013, -0.0313, -0.0347, 0.1577
Si, 2.5377, 8.2507, -0.0017, 0.0572, 0.0499, 0.1652
Si, 5.2573, 0.196, -0.1148, -0.0146, -0.0572, 0.1497
Si, 7.927, 2.9103, -0.0635, 0.0283, 0.0095, 0.1395
Si, 5.6938, 5.1074, 0.112, 0.0253, -0.0071, 0.1607
Si, 8.509, 7.8088, 0.1032, -0.0268, -0.0055, 0.161
Si, 1.5024, 1.1937, 1.5181, 0.0062, -0.0061, 0.0114
Si, 4.0927, 3.948, 1.355, 0.023, 0.006, 0.0094
Si, 1.4123, 6.8454, 1.5065, -0.0149, -0.0269, 0.0151
Si, 4.161, 9.4566, 1.2387, 0.0047, 0.0038, -0.0175
Si, 6.818, 1.32, 1.2717, -0.0136, 0.0218, 0.0092
Si, 9.6133, 4.0309, 1.2136, 0.0066, 0.0091, -0.0257
Si, 6.9055, 6.6707, 1.3875, -0.0053, -0.0068, 0
Si, 9.6001, 9.4107, 1.4325, 0.0032, -0.0213, -0.0177
Si, 0.0444, 2.6692, 2.6497, 0.015, -0.0285, 0.0207
Si, 2.8694, -0.1496, 2.8069, -0.0296, 0.0198, 0.0619
Si, 0.0516, 8.1462, 2.8805, 0.013, -0.0216, 0.0673
Si, 2.7664, 5.3694, 2.7087, 0.0017, 0.0124, 0.0153
Si, 5.4844, 2.6381, 2.7356, 0.016, 0.0106, 0.0536
Si, 8.1868, -0.0374, 2.6502, 0.0182, -0.0149, 0.0143
Si, 5.5117, 8.1101, 2.6374, 0.0138, -0.0176, 0.0122
Si, 8.2717, 5.323, 2.7319, -0.0163, 0.0098, 0.0229
Si, 1.3721, 4.036, 4.0563, 0.0098, -0.0005, -0.0174
Si, 4.1524, 1.2954, 4.1285, 0.0009, 0.002, -0.0118
Si, 1.4286, 9.4963, 4.1837, -0.0145, 0.0077, 0.0008
Si, 4.1311, 6.7713, 4.0353, -0.0112, 0.0073, -0.0194
Si, 6.8475, 4.024, 4.0831, -0.0075, 0.0051, -0.0249
Si, 9.5443, 1.3368, 4.0275, 0.0002, -0.0038, -0.0088
Si, 6.8271, 9.4949, 4.0316, 0.0029, -0.0082, -0.0255
Si, 9.5533, 6.7328, 4.1306, 0.0014, 0.0178, -0.0173
Si, 0.0174, 0.0113, 5.4414, 0.0156, -0.0095, 0.0212
Si, 2.7369, 2.6878, 5.4236, 0.0159, -0.0035, 0.023
Si, 0.0333, 5.3883, 5.4645, -0.0148, 0.0089, 0.0166
Si, 2.7793, 8.1018, 5.4743, 0.0008, 0.0009, 0.0034
Si, 5.5012, -0.0532, 5.4662, -0.0028, -0.0058, 0.007
Si, 8.196, 2.6776, 5.4427, -0.0096, 0.0095, 0.0166
Si, 5.4781, 5.4277, 5.4166, 0.0112, -0.0063, 0.0048
Si, 8.1685, 8.143, 5.423, 0.0089, 0.0091, 0.0097
Si, 1.3548, 1.3791, 6.8127, -0.0085, 0.0014, 0.0112
Si, 4.0808, 4.0882, 6.7734, 0.0082, 0.0015, 0.0039
Si, 1.374, 6.775, 6.8133, 0.0054, 0.0074, 0.009
Si, 4.103, 9.5119, 6.8266, 0.0091, 0.0078, 0.0052
Si, 6.8262, 1.3415, 6.8127, -0.009, -0.0126, 0.0031
Si, 9.528, 4.0615, 6.8195, -0.0074, 0.0041, 0.0087
Si, 6.7914, 6.8175, 6.7991, 0.0024, 0, 0.0025
Si, 9.5179, 9.5295, 6.7806, -0.0028, -0.0146, 0.0054
Si, -0.0035, 2.7259, 8.1965, 0.0039, 0.0069, 0.0142
Si, 2.7164, 0.0142, 8.1597, 0.0126, -0.0313, 0.0046
Si, -0.0057, 8.1715, 8.1343, -0.005, 0.0026, -0.0049
Si, 2.7179, 5.4306, 8.1739, 0.005, 0.0053, 0.002
Si, 5.4286, 2.7218, 8.1329, 0.0232, 0.003, -0.0094
Si, 8.1782, 0.0073, 8.1777, -0.009, -0.0011, -0.005
Si, 5.4471, 8.1721, 8.1992, -0.0077, 0.0027, -0.0087
Si, 8.1519, 5.4633, 8.1483, -0.0062, 0.0104, -0.0057
Si, 1.3398, 4.1052, 9.5544, -0.011, 0.0071, -0.0006
Si, 4.0378, 1.4186, 9.526, -0.002, 0.0012, 0.0004
Si, 1.3141, 9.5656, 9.501, 0.0033, 0.0046, 0.0043
Si, 4.0292, 6.8392, 9.5282, 0.015, -0.0119, -0.0081
Si, 6.7697, 4.1022, 9.4844, -0.0317, 0.0125, -0.0229
Si, 9.5127, 1.376, 9.5563, -0.006, 0.0002, -0.0106
Si, 6.7885, 9.5789, 9.5424, 0.0226, -0.0032, -0.0148
Si, 9.5087, 6.8374, 9.5086, -0.01, 0.0205, -0.0086
Si, -0.0037, 0.0351, 10.9258, -0.0012, 0.0154, 0.0064
Si, 2.6643, 2.751, 10.9487, -0.0103, -0.0068, 0.0002
Si, -0.041, 5.4776, 10.8916, 0.0017, 0.0009, -0.0162
Si, 2.6342, 8.2145, 10.8743, 0.0261, -0.0138, -0.0204
Si, 5.4054, 0.0842, 10.8783, 0.013, -0.0252, -0.025
Si, 8.1413, 2.7858, 10.8655, -0.0017, -0.0154, -0.0047
Si, 5.3665, 5.4331, 10.8355, 0.0093, 0.0186, -0.0038
Si, 8.1921, 8.2485, 10.8745, -0.0062, -0.0067, -0.0108
Si, 1.2782, 1.4212, 12.3549, 0.004, -0.0053, 0.0288
Si, 3.9814, 4.164, 12.2934, 0.012, 0.0161, 0.0087
Si, 1.256, 6.8769, 12.2611, -0.0174, -0.0285, 0.0153
Si, 3.9581, 9.6484, 12.182, 0.0173, -0.0034, 0.0289
Si, 6.7549, 1.485, 12.2264, 0.0275, 0.0155, -0.0007
Si, 9.5067, 4.1088, 12.2707, -0.0041, 0.0107, 0.0217
Si, 6.7689, 6.8302, 12.0591, -0.0109, 0.0119, -0.0028
Si, 9.5381, 9.6006, 12.3218, -0.0317, -0.0271, 0.0003
Si, -0.0988, 2.777, 13.7863, -0.0076, -0.0015, -0.0221
Si, 2.6561, 0.0741, 13.7109, 0.0332, -0.0126, -0.0526
Si, -0.0314, 8.2021, 13.7413, -0.0486, 0.0252, -0.0305
Si, 2.5554, 5.5298, 13.6543, 0.0441, 0.0217, -0.0525
Si, 5.3906, 2.8383, 13.6171, -0.0297, 0.0232, -0.055
Si, 8.165, 0.1833, 13.5697, -0.0397, -0.0526, -0.0603
Si, 5.3611, 8.1881, 13.2979, 0.0159, 0.0133, -0.0509
Si, 8.1012, 5.5475, 13.4679, -0.0131, -0.0008, -0.0343
Si, 1.2171, 4.2101, 15.1745, -0.0368, -0.0113, -0.0124
Si, 4.0312, 1.5166, 15.0219, 0.0394, -0.0079, 0.0311
Si, 1.3527, 9.5684, 15.1577, 0.008, 0.0142, 0.022
Si, 4.0081, 7.0087, 14.7585, -0.0166, -0.0124, -0.0363
Si, 6.7483, 4.3106, 14.8683, 0.0142, -0.0136, 0.0026
Si, 9.3467, 1.4781, 15.2206, 0.0281, 0.045, -0.0179
Si, 6.677, 9.5896, 14.5333, 0.0053, 0.0024, -0.0822
Si, 9.3264, 6.8252, 14.9747, -0.0024, -0.009, -0.008
Si, -0.3696, -0.2651, 16.3813, -0.0041, 0.0594, -0.1509
Si, 2.9884, 3.1723, 16.3746, -0.0226, -0.0101, -0.1831
Si, -0.5446, 5.2879, 16.4172, 0.0082, -0.0033, -0.1075
Si, 3.1549, 8.5263, 16.3326, -0.0585, 0.0337, -0.1476
Si, 5.3312, -0.1397, 15.9948, -0.0349, 0.0324, -0.0962
Si, 8.0434, 3.1681, 16.3999, 0.0281, -0.0255, -0.1345
Si, 5.1665, 5.5438, 16.0996, -0.0433, -0.067, -0.1718
Si, 8.063, 8.5189, 16.0327, 0.0695, 0.0183, -0.1246
Si, 4.669, -5.5954, 23.6841, -0.0105, -0.0049, 0.0542
Si, -0.159, 0.2146, 25.8552, 0.003, 0.0212, 0.0986
Si, 20.7512, 31.6856, 19.0843, -0.0202, -0.0046, -0.0494
Si, -26.0666, -1.8048, 26.3679, -0.0438, 0.023, 0.1625
Si, -4.9838, -10.6254, 20.4832, 0.0336, -0.0268, -0.037
Si, 8.8716, 15.4673, 20.7431, -0.0288, 0.023, -0.0393
Si, -11.1974, 9.7028, 22.1451, -0.0001, -0.0145, -0.0022
Si, 0.9854, 25.9131, 21.3562, 0.0087, -0.0108, -0.0049
Si, -36.5192, 42.6428, 18.2351, 0.0208, -0.0134, -0.0825
Si, -2.3553, 10.0073, 24.3275, -0.0132, 0.0093, 0.0399
Si, -14.342, 36.5937, 23.4398, 0.0034, -0.0205, -0.017
Si, -12.4645, 13.6636, 25.7442, -0.0418, 0.0071, 0.1359
Si, 1.8669, 11.0812, 23.8555, -0.038, 0.0012, 0.0249
Si, 10.2577, 6.8591, 19.1336, 0.0338, -0.0122, -0.0669
Si, -18.4636, 14.8152, 19.1848, 0.0266, 0.0071, -0.0601
Si, -37.1145, 13.9794, 19.1679, 0.004, -0.0027, -0.0699
Si, 1.0979, 25.7627, 26.567, 0.0298, -0.0106, 0.0914
Si, -17.6539, 17.6309, 18.5549, 0.0169, 0.016, -0.0907
Si, -31.4088, 7.1901, 21.411, -0.0291, -0.0048, -0.0334
Si, -4.109, 33.6264, 23.0848, 0.0152, -0.0078, 0.0274
Si, -6.4276, 10.2403, 22.642, 0.0118, 0.0351, 0.0282
Si, 2.3159, 25.03, 23.8232, 0.0102, -0.0126, 0.0194
Si, -17.4394, 17.7514, 26.3512, 0.0134, 0.0155, 0.1226
Si, 15.2296, -3.4109, 21.4924, -0.0205, 0.0014, -0.0276
O, -17.7066, 6.199, -3.5787, -0.0226, -0.0231, -0.072
O, -11.4142, 21.025, -7.8764, 0.0193, 0.0163, 0.0266
O, -1.5725, -12.2414, -12.2012, 0.0036, -0.021, 0.0509
O, -5.4913, 8.0484, -2.2848, -0.0035, -0.0061, -0.0629
O, 12.054, 14.161, -5.7849, -0.0269, -0.0062, -0.0117
O, -3.1435, 8.5208, -1.1315, -0.0113, 0.0428, -0.1027
O, 1.974, 35.5433, -1.1112, -0.0512, 0.0251, -0.0842
O, 0.3601, 19.1212, -6.2256, -0.0064, 0.0058, 0.0283
O, 4.9431, 3.76, -9.0894, -0.0159, -0.0015, 0.0522
O, -31.348, -0.1854, -3.1471, 0.0042, -0.0006, -0.0235
O, -7.8497, 31.8636, -5.1116, 0.0094, -0.0221, -0.0154
O, -15.0473, 13.4524, -5.5723, -0.0126, 0.0119, -0.0092
O, 1.4177, 31.1559, -0.4022, -0.0289, 0.0008, -0.0581
O, 10.6992, 6.0698, -10.6803, 0.0051, 0.0176, 0.0616
O, 1.7717, 14.9436, -3.3602, 0.0045, 0.0173, -0.0568
O, 8.4585, 14.4572, -3.841, -0.0113, 0.0189, -0.0423
O, -8.656, 14.5914, 20.3894, -0.0047, -0.0165, 0.029
O, 3.0446, -3.3709, 27.0957, -0.0089, -0.0272, -0.093
O, -11.0854, 0.4367, 27.4402, 0.0046, 0.032, -0.1009
O, -23.4981, 9.5254, 22.9255, -0.0023, -0.024, -0.0411
O, -6.6716, 20.6186, 16.6158, -0.0493, 0.0094, 0.0794
O, 11.9366, -5.5219, 27.4164, 0.0402, -0.0035, -0.056
O, -11.3773, 3.7425, 26.4327, -0.016, 0.0062, -0.0311
O, -3.6515, 30.3332, 17.4675, 0.0045, -0.0239, 0.1062
O, -12.6006, 6.0235, 20.0294, -0.0415, -0.0094, 0.0336
O, 0.6192, -0.0329, 22.8268, -0.0106, 0.0146, -0.0162
O, 6.9729, 2.9972, 17.6335, -0.042, 0.0056, 0.0694
O, 10.3669, -17.8951, 20.7546, 0.0105, -0.0302, -0.0193
O, -1.2118, 19.2095, 18.8027, -0.021, -0.0012, 0.011
O, 8.3591, 24.048, 26.9631, 0.0175, -0.0273, -0.0916
O, -15.6235, 12.4845, 19.6585, -0.0026, -0.0167, -0.0249
O, 10.8601, 10.6332, 18.0009, 0.0082, -0.0305, 0.1176
O, 4.1438, -6.5778, 16.3746, 0.0156, -0.0025, 0.0513
O, -5.8843, -13.0226, 22.2583, 0.0265, -0.009, -0.0077
O, -15.567, 4.8487, 23.9824, 0.0079, 0.0232, 0.0168
O, -4.9086, 10.4506, 27.0198, 0.0457, -0.0183, -0.0964
O, -12.1125, 17.6665, 27.9982, -0.0046, 0.0027, -0.0312
O, -27.9533, 27.911, 22.3079, 0.0095, -0.0137, -0.0344
O, 4.7673, 18.1855, 19.9341, 0.0021, 0.0277, 0.056
O, -13.3616, 10.579, 18.8273, 0.0325, 0, 0.0284
O, 7.2644, 9.1917, 24.8969, 0.0154, -0.0035, -0.0618
O, 5.3428, -15.5041, 17.5699, 0.0422, 0.0129, 0.0919
O, 7.0423, 11.1496, 21.6449, -0.0119, 0, -0.0175
O, 4.9518, 5.705, 27.2785, -0.0524, -0.0003, -0.0956
O, -8.3586, 23.438, 24.0048, 0.0178, 0.0133, 0.0032
O, -24.9906, 14.6963, 19.9539, 0.0123, 0.0047, 0.0087
O, 10.2334, 12.4727, 25.1463, 0.0119, 0.0105, -0.0567
O, 2.7543, 18.5974, 21.5051, -0.0045, 0.0277, 0.0059
O, -15.3707, 11.0659, 17.193, 0.0311, 0.0617, 0.0731
O, -18.0592, 25.7662, 23.4467, 0.0029, -0.0049, -0.0102
O, -21.0143, -14.618, 19.8854, 0.0345, 0.0069, 0.0036
O, -29.8744, 2.935, 17.988, 0.0018, -0.0004, 0.1138
O, -24.6803, 65.9553, 24.0966, -0.0011, -0.0155, 0.0081
O, 14.0121, 29.5616, 17.7917, 0.0092, -0.0189, 0.0742
O, -1.6044, 15.014, 16.8969, 0.0236, 0.0261, 0.0896
O, -1.2126, 31.7252, 25.4578, 0.005, -0.0177, -0.0151
O, 3.1383, 5.497, 18.8548, -0.0184, -0.0307, 0.0208
O, -4.851, 20.7587, 19.5023, -0.0403, -0.0107, 0.0189
O, -9.772, 5.6657, 21.911, 0.0065, -0.0067, 0.0386
O, 6.8074, 4.0465, 28.0337, -0.0041, 0.0099, -0.0418
O, 5.4178, 11.1284, 23.6206, -0.0157, -0.0091, 0.0121
O, -17.3215, 11.0703, 21.2248, -0.0307, -0.0037, 0.0125
O, -28.5711, 12.1736, 27.9178, 0.0011, 0.0263, -0.0495
O, -24.3713, 4.6741, 22.2668, 0.0123, 0.0214, 0.0105

Results
free energy: -118373.360 eV
free energy less fixed offsets of O -570.45, Si -639.56 eV per atom: -0.880 eV

The program warned: the cutoff lies below the one the program advises for these potential files; the forces do not sum to zero within the program's tolerance; empty levels may hold ghost states of the PAW files; the exchange-correlation potential is rough where the density is thin.
